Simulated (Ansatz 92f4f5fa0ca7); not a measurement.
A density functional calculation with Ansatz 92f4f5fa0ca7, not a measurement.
Periodic cell of 276 atoms, Si163O107As6, from a study of silicon, its oxide and their interface. The atomic structure is a simulated model.
Doubt: the cutoff is far below the 930 eV that the study's wrapper takes by default for these files, so forces and energies are approximate.

Settings
functional: PBE
potential files: Ansatz PAW
basis: plane waves
wave-function cutoff: 580 eV
density cutoff ratio: 5
exchange-correlation grid ratio: 1
k mesh: 1 x 1 x 1, Gamma-centred
self-consistency stop: 5e-08 eV per atom in the density residual
occupations: fixed
spin: none
net charge: 0

Cell vectors (angstrom)
a 11.6015 0 0
b 0 13.3963 0
c 0 0 31.177

Atoms: element, x, y, z (angstrom)
Si -0.0508 -0.3205 24.5047
Si 3.7472 -0.2783 24.2121
Si 7.6851 -0.0841 24.4656
As 1.9271 3.1855 24.1385
Si 5.9155 3.053 24.4557
Si 9.7136 3.2823 24.6427
Si 0.0972 6.6203 24.6171
Si 3.9488 6.4196 24.4568
As 7.8504 6.5381 24.2652
Si 1.8366 9.7383 24.495
Si 5.9164 9.6009 24.2826
As 9.6856 9.828 24.2726
Si 0.0502 2.0239 25.1917
Si 3.8477 2.0199 25.1013
Si 7.8041 2.0682 25.4468
Si 1.9861 5.3391 25.2832
Si 5.9269 5.3638 25.2004
Si 9.722 5.5118 25.3666
Si -0.0636 8.8063 25.4888
Si 3.8813 8.6943 25.1625
Si 7.8196 8.7065 25.3465
Si 1.9188 12.0199 25.2207
Si 5.7623 12.0006 24.9445
Si 9.5742 12.0575 25.2629
Si 0.0211 2.1127 27.5792
Si 3.8771 2.1014 27.5227
Si 7.746 2.1453 27.7565
Si 1.9723 5.4643 27.6392
Si 5.8247 5.4544 27.5814
Si 9.7133 5.5161 27.7025
Si -0.0016 8.8573 27.7828
Si 3.8859 8.8289 27.5652
Si 7.7397 8.8314 27.6792
Si 1.9443 12.1589 27.6029
Si 5.7803 12.1478 27.4397
Si 9.6241 12.1815 27.6307
Si 1.9523 1.0191 28.3896
Si 5.7885 0.9852 28.3758
Si 9.6904 1.0235 28.4269
Si 0.0379 4.3549 28.4185
Si 3.8981 4.3414 28.3955
Si 7.7549 4.4067 28.4399
Si 1.9655 7.7193 28.4126
Si 5.7958 7.7027 28.398
Si 9.6667 7.7402 28.4752
Si -0.011 11.1135 28.4331
Si 3.8852 11.0691 28.3845
Si 7.6873 11.0861 28.403
Si 1.9336 1.1164 30.7821
Si 5.8008 1.1164 30.7821
Si 9.6679 1.1164 30.7821
Si 0 4.4654 30.7821
Si 3.8672 4.4654 30.7821
Si 7.7343 4.4654 30.7821
Si 1.9336 7.8145 30.7821
Si 5.8008 7.8145 30.7821
Si 9.6679 7.8145 30.7821
Si 0 11.1635 30.7821
Si 3.8672 11.1635 30.7821
Si 7.7343 11.1635 30.7821
Si 0 0 0.3944
Si 3.8672 0 0.3944
Si 7.7343 0 0.3944
Si 1.9336 3.3491 0.3944
Si 5.8008 3.3491 0.3944
Si 9.6679 3.3491 0.3944
Si 0 6.6981 0.3944
Si 3.8672 6.6981 0.3944
Si 7.7343 6.6981 0.3944
Si 1.9336 10.0472 0.3944
Si 5.8008 10.0472 0.3944
Si 9.6679 10.0472 0.3944
Si -0.0062 0.0738 2.7456
Si 3.8439 0.0938 2.7678
Si 7.6985 0.0893 2.7555
Si 1.9413 3.4639 2.7887
Si 5.7869 3.4083 2.7531
Si 9.6515 3.472 2.7419
Si -0.0097 6.7659 2.7633
Si 3.8588 6.7787 2.7835
Si 7.7344 6.796 2.7647
Si 1.9501 10.1078 2.7516
Si 5.7816 10.1316 2.7734
Si 9.6302 10.1586 2.7344
Si -0.0223 2.3371 3.4567
Si 3.8573 2.3334 3.6111
Si 7.7409 2.3343 3.5188
Si 1.9224 5.7209 3.6384
Si 5.8069 5.6499 3.503
Si 9.6539 5.706 3.6209
Si -0.0329 9.0295 3.4272
Si 3.8772 9.0114 3.6237
Si 7.7223 9.0464 3.5677
Si 1.926 12.338 3.5285
Si 5.7606 12.3785 3.5616
Si 9.6351 12.3955 3.5239
Si -0.0704 2.3944 5.7759
Si 3.8369 2.4221 6.0147
Si 7.7972 2.4203 5.8629
Si 1.8748 5.9044 6.054
Si 5.8575 5.646 5.8415
Si 9.6095 5.7915 6.031
Si -0.0869 9.1989 5.7396
Si 3.9326 9.0738 6.0425
Si 7.7199 9.1801 5.9466
Si 1.8707 12.3409 5.8776
Si 5.7053 12.4985 5.938
Si 9.6102 12.5207 5.8705
Si 1.8278 1.2208 6.5255
Si 5.8648 1.3473 6.7059
As 9.6825 1.3131 6.9253
Si -0.0288 4.6128 6.6755
Si 3.8478 4.7299 6.7165
As 7.7213 4.5717 6.9879
Si 1.8213 8.2981 6.742
Si 5.9172 7.8569 6.6854
Si 9.6649 8.1281 6.7654
As -0.1234 11.3489 6.8235
Si 3.8252 11.3254 6.8421
Si 7.649 11.4566 6.7381
O 9.7517 8.4715 8.4027
O 5.2101 9.5458 9.6577
O 6.1605 1.3307 8.3578
O 6.2534 7.5843 8.311
O 3.9991 4.8561 8.3793
O 3.7587 11.3879 8.5274
O -0.0368 4.4199 8.3314
O 7.4778 11.635 8.396
O 1.4986 1.1238 8.1567
O 11.5225 -0.7369 22.8746
O 7.6443 0.3673 22.8432
O 3.4849 12.9309 22.5507
O 6.1998 9.0042 22.7234
O 9.6345 3.6583 23.0137
O 6.2165 2.7063 22.8335
O 0.3068 6.931 22.9841
O 4.0258 6.3363 22.7926
O 1.4771 9.4094 22.8787
Si 7.8182 5.1029 12.7205
Si 6.6352 -4.0977 16.6376
Si 5.0174 4.0959 16.5799
Si 8.4024 -3.8914 19.2537
Si -3.3847 10.073 14.2417
Si 2.8537 11.8075 16.0258
Si -3.7344 8.0135 11.9058
Si 3.6913 16.1021 14.0877
Si 5.08 13.3995 14.6403
Si 6.8475 6.389 16.8524
Si 10.1884 4.7581 19.3939
Si -0.099 0.2014 21.5425
Si 0.9633 8.0969 22.033
Si 9.7199 13.9764 11.1746
Si 1.2701 9.8256 9.6379
Si 0.9995 7.8249 16.9638
Si 2.1996 1.5983 9.5349
Si 6.3475 8.2812 21.2558
Si 3.4872 5.6273 9.7272
Si 3.4552 9.2668 17.1902
Si 5.6912 12.4544 11.6314
Si 8.1283 11.8102 9.8814
Si 16.9591 1.611 9.7426
Si -1.6729 9.1625 9.8737
Si 5.5415 7.9635 9.7287
Si -0.8975 3.089 16.7402
Si 12.3258 30.3579 14.1332
Si -0.6716 7.723 19.6039
Si 9.4713 12.9579 13.9644
Si 9.7862 2.7959 21.6456
Si 3.9965 -2.8212 9.9476
Si -1.1098 -1.5734 19.0926
Si 7.1894 5.8268 19.7832
Si 0.7921 4.4291 9.7274
Si 1.9509 11.2506 18.8123
Si 16.5349 14.7433 19.7377
Si 5.2041 17.3583 11.5909
Si 10.3722 3.4865 11.7455
Si 15.2883 6.8035 21.2664
Si 6.4843 14.8594 17.0027
Si 11.553 6.2362 14.7184
Si -4.536 15.0097 21.9382
Si 4.5533 4.3301 19.5988
Si 0.9693 -0.8263 10.8975
Si -2.2089 0.4922 16.9916
Si -0.4465 9.1001 14.6942
Si 8.8181 18.1585 15.3896
Si 12.3472 11.8022 13.7604
Si 2.7615 13.071 21.0846
O 7.1945 9.3473 20.3489
O 8.7178 -0.0617 10.0527
O 3.9293 4.7886 11.0383
O 4.3271 -1.0537 15.6135
O 8.6653 11.5609 13.7753
O 15.2377 18.866 20.3146
O 4.2381 4.3042 17.9961
O 1.744 12.2673 14.9473
O 2.8276 9.8844 18.5794
O 4.8183 7.8963 20.7669
O 10.0674 5.5894 14.7693
O 2.1179 2.8564 13.7084
O -0.5235 12.7857 13.9184
O 10.6059 14.9562 17.2877
O -0.0857 9.192 10.2894
O 4.1508 7.1105 9.8435
O -2.4544 0.2244 15.4055
O -0.6417 6.1127 19.8241
O 10.5452 3.6156 20.4848
O 4.3879 11.5809 11.169
O 5.8257 3.0079 10.4274
O 0.237 10.2633 13.8148
O 14.0155 12.2404 17.5595
O 10.7085 14.9207 22.0057
O 13.2259 3.0485 9.9717
O 8.9508 4.2218 11.9741
O 9.5436 9.331 14.871
O 5.6063 18.9627 16.1975
O 2.6915 9.7079 10.4453
O 4.2815 2.8057 20.0977
O 6.6994 6.67 18.4575
O 7.0077 10.2413 15.35
O 1.5517 8.9804 8.2587
O 3.9614 14.519 14.2769
O 1.9195 0.4681 10.6537
O -0.2891 4.5443 10.9326
O 9.2989 10.6727 9.9918
O -3.951 9.2483 12.9504
O 8.1859 6.6777 12.7637
O 8.3044 2.3396 21.1636
O 11.8906 9.0641 16.1504
O -2.2482 10.7772 19.6137
O 7.6639 9.7301 17.8211
O 5.6299 0.4845 10.8665
O 6.293 16.465 16.7184
O -0.1892 8.5116 20.9509
O 4.6845 16.5512 12.8906
O -2.4356 8.2422 10.9618
O 0.3123 11.0902 18.723
O 3.7692 0.2713 19.9832
O 0.368 3.2443 15.7101
O 6.14 0.9985 20.765
O 5.0895 9.2754 17.1981
O 5.4106 1.1298 18.1915
O -1.5301 2.1407 10.8586
O 2.2227 7.4911 21.1953
O 9.411 8.2032 19.2045
O -3.6289 1.0872 17.5542
O 10.7517 12.9012 20.2862
O 9.855 12.5356 17.7666
O 9.3275 16.7041 15.8834
O 2.6526 7.8518 16.9741
O 6.2373 14.056 15.5941
O 6.9383 7.8012 16.0795
O 6.5417 7.7521 10.988
O 6.3879 4.978 11.9912
O 9.0647 0.5 12.6832
O 3.9838 3.5687 15.4442
O 11.123 3.0525 13.1422
O 10.7261 4.1876 17.9537
O -0.5558 13.0638 11.0606
O 8.5975 5.0856 19.4984
O 12.1323 6.4432 16.2374
O 7.0178 11.6474 11.085
O -0.1486 7.6689 13.9504
O 5.6725 12.7132 13.2606
O 7.1823 6.8477 21.0776
O 14.5842 10.1881 15.9351
O 12.0407 7.9853 18.4617
O 1.8465 5.6933 9.727
O 1.0471 11.4753 9.678
O -3.92 4.5612 14.2515
O 17.7148 4.6228 19.9834
O 8.2428 5.5892 16.6546
O 0.9173 5.1856 13.9372
O 1.4379 0.629 21.1962
O 2.2848 11.6802 20.3591
O 3.7954 1.7154 9.3193
O 1.4682 11.95 12.3161

Results
free energy: -193614.887 eV
free energy less fixed offsets of As -4856.12, O -568.88, Si -635.61 eV per atom: -3.577 eV

Forces (eV/angstrom), in the order of the atoms: element, x, y, z
Si 0.0053 -0.0017 0.0069
Si -0.0056 -0.0127 -0.0109
Si 0.0009 0.0002 -0.0065
As -0.008 -0.0001 0.0001
Si 0.0064 -0.0018 -0.0097
Si 0.0042 0.0046 0.004
Si 0.0043 0.0015 -0.0143
Si 0.0062 -0.0032 -0.0072
As -0.0007 0.001 -0.0064
Si -0.008 -0.0083 -0.0189
Si 0.0031 -0.0168 -0.0035
As 0.0051 0.0047 -0.0052
Si -0.0006 0.0069 0.0085
Si 0.0001 0.0123 0.0198
Si -0.0003 -0.004 0.0157
Si 0.0012 0.0037 0.0114
Si -0.0024 0.0098 0.0153
Si 0.008 -0.0068 0.013
Si -0.0073 -0.0044 0.009
Si 0.0003 -0.002 0.0126
Si -0.0037 -0.0014 0.0135
Si -0.0012 0.0062 0.0145
Si 0.0089 0.0081 0.0065
Si 0.0065 -0.004 0.0141
Si 0.0003 -0.0017 0.0032
Si 0.0024 0.0004 -0.0029
Si 0.0003 -0.001 0.005
Si 0.0016 0.0009 0.0061
Si -0.0044 -0.0002 -0.0026
Si 0.0044 -0.001 -0.0024
Si 0.0034 -0.0042 0.0022
Si 0.0014 -0.0023 0.0065
Si -0.0071 0.0046 -0.0025
Si -0.0011 0.0014 0.0034
Si 0.0004 -0.0024 0.0107
Si -0.0028 0.0019 0.0011
Si 0.0021 0.0015 -0.0045
Si 0.0028 0.0029 0.0007
Si -0.0005 0.0006 0.0021
Si 0.001 0.0017 0
Si -0.0031 0.0026 0.0007
Si -0.0032 -0.0012 -0.0049
Si 0.0012 -0.0017 0.0027
Si -0.0012 0.0024 -0.0007
Si 0.0032 0.0012 -0.0031
Si -0.0013 0.0012 -0.0029
Si 0.0016 0.0007 -0.0051
Si -0.0003 -0.0006 -0.0017
Si 0.0613 -0.1955 -0.1274
Si -0.0997 -0.3229 -0.2974
Si 0.1318 -0.175 0.1612
Si 0.0632 -0.2076 -0.0109
Si 0.0665 -0.2831 -0.1485
Si 0.0141 -0.0504 0.1873
Si 0.1603 -0.1406 -0.0226
Si -0.0567 -0.2019 -0.0739
Si -0.0859 -0.116 0.4893
Si -0.0155 0.0682 0.1653
Si 0.0925 -0.1618 -0.2033
Si -0.151 -0.0597 -0.1129
Si -0.0101 0.0464 -0.0354
Si -0.0032 0.2141 0.062
Si -0.1236 0.103 -0.0626
Si 0.0717 0.2777 0.1784
Si -0.0838 0.0975 -0.1151
Si -0.0585 0.2881 -0.1479
Si -0.0269 0.0188 -0.0331
Si -0.0647 0.2051 0.1572
Si 0.0739 0.1656 0.0962
Si 0.1204 0.055 -0.1562
Si -0.038 0.1567 0.0812
Si -0.1016 0.1443 -0.2437
Si 0.0031 0.0005 0.0079
Si 0.0027 -0.0004 -0.0011
Si -0.0042 0.0008 0.0004
Si 0.004 0.0013 0.0015
Si -0.0027 -0.0027 0.0004
Si 0.0021 0.003 0.0079
Si 0 0.0002 -0.0031
Si -0.0022 0.0003 0.0043
Si -0.0003 0.0021 0.0056
Si 0.0025 -0.0016 0.0102
Si 0.0009 0.0026 0.0075
Si -0.0021 -0.0018 -0.0009
Si 0.0071 0.002 0.0028
Si 0.0014 -0.0012 -0.0055
Si -0.0092 -0.0048 0.0028
Si 0 0.0042 -0.0058
Si -0.0018 -0.0024 0.0011
Si 0.0047 0.0027 0.0039
Si -0.0005 -0.0008 0.0015
Si -0.0038 -0.0003 -0.0041
Si 0.0003 0 -0.0012
Si 0.0066 0.0047 -0.0021
Si 0.0016 0.0025 -0.0002
Si -0.006 -0.0026 0.0018
Si 0.0001 -0.0026 -0.0132
Si -0.0021 0.0031 -0.0105
Si -0.0057 0.0004 -0.0148
Si 0.0013 -0.0074 -0.0151
Si 0.0005 0.0061 -0.0117
Si -0.003 -0.0097 -0.0129
Si 0.0076 -0.0027 -0.0108
Si -0.0062 -0.0046 -0.0103
Si 0.0011 -0.0038 -0.0137
Si -0.0088 0.0017 -0.0126
Si 0.009 -0.0001 -0.0062
Si 0.0095 0.0064 -0.0105
Si -0.0124 0.0053 0.0071
Si 0.005 -0.0068 0.0119
As 0.0064 -0.0032 -0.0011
Si 0.0012 -0.0083 0.0048
Si 0.0114 0.0068 0.0175
As 0.0141 0.0003 0.0113
Si -0.0107 0.0179 0.0052
Si -0.0024 -0.007 0.005
Si -0.0063 0.0133 0.0184
As 0.0031 0.0067 0.0095
Si -0.0058 0.0044 0.0233
Si 0.0014 0.0092 0.0168
O -0.0063 -0.0071 -0.0251
O 0.0021 0.0039 0.0042
O -0.0101 -0.0005 -0.0098
O -0.0003 0.0014 -0.0066
O 0.0078 -0.0087 -0.0217
O 0.0027 0.0066 -0.0266
O 0.0016 0.0033 0.003
O -0.0035 -0.0053 -0.0227
O 0.0075 0.0118 -0.0051
O 0.0015 0.004 -0.0072
O 0.006 -0.0101 0.0071
O 0.0067 -0.0017 0.0127
O -0.0064 0.0123 0.0104
O -0.0004 -0.005 -0.0022
O 0.0012 0.0032 0.0007
O -0.0006 -0.0052 0.0058
O 0.0041 -0.0022 0.004
O 0.0086 0.0133 0.0125
Si -0.0044 -0.0046 -0.007
Si -0.0026 -0.0018 -0.0003
Si 0.0061 -0.0003 0.001
Si 0.0002 -0.0003 0.0125
Si -0.0005 0.0041 0.001
Si 0.0035 -0.0033 0.0017
Si -0.003 0.0085 -0.013
Si -0.0048 -0.0008 -0.0033
Si -0.0019 0.0047 0.0059
Si 0.0067 -0.0014 -0.0016
Si -0.0027 0.0026 0.0032
Si -0.0069 -0.0135 -0.0079
Si -0.0122 -0.0064 -0.0022
Si 0 0.0061 -0.0164
Si -0.0045 0.0211 0.0128
Si 0.0003 -0.0009 0.0014
Si -0.0043 -0.0055 0.0166
Si 0.012 -0.0078 -0.0177
Si -0.0104 -0.0063 0.0066
Si 0.0008 -0.001 0.0011
Si 0.0044 0.0006 -0.0078
Si 0.0065 0.0155 0.0058
Si 0 0.0024 0.0106
Si 0.0061 -0.0036 0.0149
Si 0.006 0.0021 0.0055
Si 0.0026 -0.0008 0.0036
Si 0.0021 0.0046 -0.0004
Si 0.0034 -0.0044 0.0111
Si -0.0023 0.0011 -0.0001
Si 0.0048 0.0052 -0.0064
Si -0.0062 -0.0063 -0.0014
Si 0.0022 -0.0001 0.0023
Si 0.0057 0.0013 0.0138
Si -0.0033 -0.0049 0.0024
Si 0.0017 -0.0061 -0.0056
Si 0.0002 0.003 0
Si -0.0017 0.0014 -0.0061
Si 0.0029 -0.0029 -0.0113
Si 0.0009 -0.0027 -0.0014
Si 0.0052 0.001 0.0021
Si 0.0024 0.0023 -0.0012
Si 0.0007 0.0067 -0.0006
Si -0.0072 0.0016 0.0034
Si -0.0025 0.0078 -0.0025
Si 0.0023 0.0044 0.003
Si 0.0041 -0.0057 0.0001
Si 0.0013 -0.0026 0.003
Si -0.002 -0.0009 -0.0021
Si -0.0021 -0.002 -0.0131
O -0.0058 -0.0016 0.0052
O -0.0117 -0.0078 0.0073
O 0.0018 0.0019 0.0081
O 0.0007 -0.0004 -0.0032
O -0.0032 -0.0027 0.0044
O -0.0041 0.0017 -0.0003
O -0.0059 0.0014 0.0019
O 0.002 -0.0006 0.0014
O -0.0025 0.0035 0.0012
O -0.0018 0.0019 -0.0029
O -0.0019 -0.0032 0.0006
O 0.0049 -0.0003 0.0039
O 0.0066 -0.0005 0.0023
O -0.002 -0.0033 -0.0022
O -0.0029 0.0016 -0.0005
O -0.0001 0.0075 0.01
O 0 0.002 0.0015
O 0.0007 0.0009 -0.0038
O 0.006 -0.0026 -0.0008
O 0.0006 0.0003 0.0051
O -0.0026 -0.0047 0.0032
O 0.0012 0.0008 0.0017
O -0.0001 0.0021 0.0038
O 0 0.0052 0.0076
O 0.0032 -0.0055 0.0029
O 0.0065 -0.0014 0.0043
O -0.0058 0.0008 -0.0001
O -0.0045 -0.0022 -0.0029
O 0.007 0.0038 0.0072
O -0.0025 -0.0095 0.0025
O 0.0006 0.0037 -0.0008
O 0.0018 0.0005 -0.0021
O 0.0009 -0.0114 -0.0185
O 0.0018 0.0004 0.0007
O 0.0069 0.0136 -0.0025
O 0.0051 0.0031 0.0035
O 0.0048 -0.0004 0.0026
O 0 -0.0037 0.001
O -0.0021 0.0072 0.0078
O -0.0128 -0.0107 -0.0065
O 0.0007 0.002 -0.0004
O -0.002 -0.0032 -0.0037
O 0.0059 0.0017 0.0043
O -0.0043 0.0015 0.006
O -0.0002 -0.0003 -0.0008
O 0.0072 -0.0008 -0.0006
O 0.0043 0.0063 -0.0011
O 0.0016 -0.0001 0.0052
O -0.0024 0.0021 -0.003
O 0.0009 0.0007 0.0014
O 0.0003 0.0015 -0.0023
O 0.0052 -0.0008 0
O -0.0019 -0.0003 -0.0018
O -0.0023 -0.0017 0.0034
O -0.0002 0.004 0.0094
O -0.0012 0.0021 -0.0072
O -0.0003 0.0014 -0.0051
O -0.0011 0.0005 -0.0032
O -0.0003 0.0034 -0.002
O 0.0015 -0.0037 0.0037
O -0.0003 -0.0019 0.0005
O 0.0013 0.0028 -0.0017
O -0.0002 0.0005 -0.0008
O 0.0013 -0.0003 -0.0008
O 0.0003 0.0016 0.0064
O -0.006 -0.0016 0.0076
O -0.0046 0.0038 0.0075
O 0.0004 0.0019 -0.0002
O -0.0045 0.0037 0.0017
O -0.0019 0.0035 0.002
O 0.003 0.0006 0.0123
O -0.0002 -0.0013 -0.0054
O -0.0007 0 -0.0007
O -0.0091 0.0011 0.0147
O 0 0.0017 0.0023
O 0.0017 -0.0023 -0.0038
O -0.0049 0.0068 0.0003
O -0.0002 0.0025 0.0023
O -0.0012 0.0046 0.0026
O -0.0003 -0.0005 0.0041
O 0.0047 -0.0246 -0.0066
O -0.0024 0.0004 0.0031
O 0.0099 -0.0032 -0.0003
O -0.0022 0.0024 0.0018
O -0.001 -0.0024 0.0028
O 0.0086 0.0027 0.0004
O 0.0026 0.0035 0.0099
O -0.0047 0.0033 0.0013
O 0.0057 0.0012 0.0028

The program warned: the cutoff lies below the one the program advises for these potential files; the forces do not sum to zero within the program's tolerance; the exchange-correlation potential is rough where the density is thin.
